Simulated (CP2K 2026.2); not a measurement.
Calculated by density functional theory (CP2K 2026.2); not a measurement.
Periodic cell of 498 atoms, Si360O138, from a study of silicon, its oxide and their interface. The atomic structure is a simulated model.
Doubt: the forces sum to 3.23 eV/angstrom along one axis rather than to zero, so they err by at least 0.0065 eV/angstrom per atom on average; the grid cutoff is modest.

Settings
functional: PBE
method: Gaussian and plane waves
basis set: DZVP-MOLOPT-SR-GTH
pseudopotentials: GTH-PBE
grid cutoff: 350 Ry, relative cutoff 50 Ry
k points: Gamma only
occupations: fixed
spin: none
net charge: 0

Cell vectors (angstrom)
a 16.32 0 0
b 0 16.32 0
c 6.3475 -2.0046 33.8096

Atoms and the computed forces on them: element, x, y, z (angstrom), force x, y, z (eV/angstrom)
Si 20.263 13.139 33.621 0.408 -0.173 0.557
Si 1.867 0.897 1.647 0.112 -0.281 0.498
Si 14.898 4.101 1.453 0.127 0.08 0.601
Si 10.156 1.665 30.395 -0.067 -0.124 -0.012
Si 14.282 10.089 1.548 -0.081 0.189 0.662
Si 0.675 12.914 1.533 -0.132 0.052 0.58
Si 3.576 15.499 1.518 -0.033 0.014 -0.011
Si 6.558 1.52 1.308 0.196 -0.12 0.708
Si 4.371 3.741 1.447 -0.178 0.052 0.731
Si 7.023 6.41 1.115 -0.091 0.235 0.685
Si 1.61 7.221 0.683 0.051 -0.022 0.054
Si 4.824 10.32 2.824 -0.044 -0.002 -0.043
Si 14.374 13.882 29.72 0.108 -0.035 -0.002
Si 9.377 14.064 0.237 0.473 -0.173 0.47
Si 9.313 4.207 1.204 0.376 -0.348 0.132
Si 11.751 7.262 1.549 -0.111 0.171 0.616
Si 10.056 8.98 1.473 0.108 -0.142 0.573
Si 12.58 11.817 1.584 0.034 0.011 -0.036
Si 16.333 -0.03 2.804 0.022 0.004 -0.073
Si 2.827 2.644 2.864 -0.009 -0.024 -0.049
Si 16.391 5.386 2.737 -0.423 -0.21 0.305
Si 3.125 8.609 2.857 0.139 0.179 0.533
Si 16.176 10.995 2.681 0 0.015 -0.104
Si 2.561 13.726 2.748 0.012 -0.023 -0.097
Si 5.399 0.044 2.724 0.008 -0.02 -0.046
Si 8.166 2.683 2.618 -0.033 -0.018 -0.021
Si 5.499 5.407 2.639 -0.006 -0.004 -0.06
Si 8.134 8.054 2.5 0.021 0.028 -0.056
Si 13.017 10.88 33.058 -0.182 0.128 -0.056
Si 8.86 14.182 2.629 0.043 0.025 0.02
Si 10.522 15.911 2.912 -0.179 -0.194 0.485
Si 13.613 2.823 2.927 0.332 0.294 0.232
Si 10.799 5.419 2.656 0.057 0.022 -0.032
Si 13.495 8.244 2.807 -0.013 -0.014 -0.08
Si 10.911 10.758 2.795 -0.065 -0.032 0.003
Si 13.585 13.483 2.93 0.001 -0.018 -0.022
Si 15.01 1.391 4.142 0.029 0.001 0.033
Si 1.396 4.033 4.125 0.004 -0.007 0.015
Si 14.986 6.843 4.011 0.011 -0.015 0.02
Si 1.319 9.625 4.007 -0.013 0.016 0.023
Si 14.948 12.197 4.295 -0.011 0.015 -0.048
Si 1.332 15.001 4.265 -0.035 0.009 -0.007
Si 4.174 1.354 4.251 0.01 -0.013 -0.034
Si 6.833 4.054 4.053 0.045 0.01 -0.017
Si 4.141 6.806 4.012 -0.018 -0.015 0.018
Si 6.765 9.449 3.89 -0.004 -0.004 0.008
Si 2.639 10.956 5.449 0.015 -0.033 0.012
Si 6.9 14.964 3.878 0.041 0.002 0.022
Si 9.493 1.362 4.056 0.023 -0.008 0.021
Si 12.179 4.177 4.133 -0.03 0.017 -0.005
Si 9.423 6.757 4.044 0.025 -0.035 -0.018
Si 12.192 9.492 4.284 0.021 0.017 -0.013
Si 9.572 12.304 3.949 -0.029 0.031 0.079
Si 12.234 14.92 4.166 -0.041 0.057 0.046
Si 13.609 0.012 5.455 -0.003 0.029 0.015
Si 16.365 2.713 5.511 -0.019 0.026 0.032
Si 13.609 5.512 5.426 0.038 0.005 0.017
Si 16.331 8.206 5.383 0.008 -0.052 0.018
Si 13.583 10.836 5.6 -0.002 0.004 0.024
Si 16.305 13.609 5.578 0.019 -0.011 0.015
Si 2.752 0.014 5.546 0.003 0.03 0.003
Si 5.504 2.758 5.511 0.019 0.014 0.01
Si 2.763 5.462 5.396 -0.032 0.013 0.01
Si 5.503 8.125 5.408 -0.009 0.033 -0.018
Si 3.966 12.231 3.981 0.009 0.017 0.001
Si 5.481 13.573 5.255 0.019 -0.024 -0.059
Si 8.111 0.014 5.41 0.03 -0.047 -0.032
Si 10.85 2.731 5.428 0.033 -0.011 0.01
Si 8.142 5.408 5.456 -0.022 0.015 -0.005
Si 10.787 8.093 5.472 -0.014 -0.032 0.02
Si 8.113 10.912 5.245 -0.002 0.018 -0.054
Si 10.896 13.531 5.494 -0.037 -0.015 -0.005
Si 14.931 14.985 6.865 -0.005 0.007 0.017
Si 1.391 1.372 6.883 -0.01 -0.006 0.004
Si 14.953 4.108 6.786 -0.002 -0.002 -0.007
Si 1.377 6.825 6.738 -0.01 0.021 0.001
Si 14.989 9.479 6.858 -0.015 0.015 -0.007
Si 1.352 12.253 6.897 -0.018 0.004 0.028
Si 4.149 14.913 6.756 0.018 -0.014 -0.001
Si 6.82 1.358 6.842 -0.011 0.012 0.02
Si 4.096 4.118 6.808 0.009 -0.018 0.005
Si 6.805 6.782 6.819 0.006 -0.014 0.012
Si 4.076 9.529 6.709 -0.019 -0.006 -0.02
Si 6.783 12.227 6.69 0.002 -0.008 0.021
Si 9.499 14.956 6.758 0.002 -0.016 -0.024
Si 12.227 1.377 6.786 -0.001 -0.019 -0.006
Si 9.509 4.067 6.817 0.012 0 0.003
Si 12.22 6.803 6.826 -0.007 0.006 -0.019
Si 9.442 9.547 6.723 0.017 0.019 0.005
Si 12.229 12.222 6.9 0.015 0.027 0.012
Si 16.321 0.012 8.202 0.001 -0.017 0.011
Si 2.747 2.755 8.19 0.013 0.013 0.007
Si 16.331 5.471 8.127 0.003 0.004 -0.013
Si 2.732 8.177 8.113 0 0.002 -0.006
Si 16.316 10.871 8.214 -0.009 0 0.015
Si 2.767 13.61 8.173 0.02 -0.016 0.005
Si 5.445 -0.018 8.159 0.007 0.002 -0.005
Si 8.169 2.714 8.194 0.003 -0.007 0.008
Si 5.442 5.45 8.186 -0.016 0.01 0.012
Si 8.149 8.177 8.144 -0.007 0.012 -0.007
Si 5.433 10.88 8.092 0.01 0.024 0.001
Si 8.135 13.584 8.101 -0.018 -0.005 -0.004
Si 10.864 -0.001 8.133 -0.004 -0.016 -0.014
Si 13.59 2.739 8.147 0.004 -0.004 -0.007
Si 10.878 5.425 8.173 0.003 -0.023 0.002
Si 13.588 8.149 8.192 0.014 0.006 0.001
Si 10.825 10.846 8.162 -0.002 -0.006 -0.009
Si 13.588 13.611 8.217 -0.005 -0.01 0.012
Si 14.945 1.396 14.984 -0.014 0.003 -0.005
Si 17.645 4.098 14.995 0.002 -0.008 -0.001
Si 14.978 6.798 14.97 -0.021 0.014 -0.007
Si 17.717 9.525 14.961 -0.017 -0.004 -0.005
Si 14.971 12.286 14.955 -0.001 0.002 -0.006
Si 17.668 14.985 14.943 -0.015 0.003 -0.013
Si 4.036 1.355 14.953 -0.013 0.015 -0.012
Si 6.768 4.053 14.943 0.007 0 -0.006
Si 4.05 6.8 14.978 -0.003 -0.012 0.005
Si 6.781 9.516 14.937 -0.006 0.022 -0.002
Si 4.094 12.234 14.96 0.023 0 -0.001
Si 6.813 14.93 14.954 0.012 -0.007 -0.007
Si 9.529 1.335 14.97 -0.006 -0.004 -0.003
Si 12.254 4.04 14.978 0.005 -0.01 -0.006
Si 9.525 6.794 14.901 0.008 -0.019 -0.018
Si 12.272 9.545 14.932 0.01 -0.017 -0.02
Si 9.524 12.25 14.959 -0.006 0.014 0.005
Si 12.257 15.001 14.983 -0.02 0.01 0.009
Si 13.605 0.055 16.373 0.041 0.008 -0.005
Si 16.25 2.78 16.375 0 0.013 0.015
Si 13.637 5.4 16.316 0.03 -0.001 0.008
Si 16.361 8.162 16.31 0.006 -0.021 -0.004
Si 13.626 10.918 16.304 -0.014 0.002 -0.004
Si 16.317 13.661 16.328 0.002 0.028 -0.02
Si 18.988 0.017 16.334 0.007 -0.007 -0.008
Si 5.379 2.707 16.311 0 -0.015 0.003
Si 19.003 5.447 16.362 -0.026 0.005 0.02
Si 5.414 8.175 16.312 0.009 -0.009 0.009
Si 19.074 10.879 16.339 -0.001 -0.007 0.007
Si 5.448 13.592 16.322 -0.016 -0.003 0
Si 8.182 -0.054 16.318 -0.002 -0.015 -0.009
Si 10.895 2.67 16.349 0.007 -0.018 0.007
Si 8.175 5.413 16.238 -0.009 0.034 -0.023
Si 10.899 8.159 16.23 0.007 0.036 -0.022
Si 8.152 10.865 16.28 0.003 -0.015 -0.001
Si 10.89 13.627 16.313 0.006 -0.01 0
Si 14.96 15.014 17.728 0.013 0.006 -0.015
Si 17.58 1.379 17.68 -0.02 -0.021 0.002
Si 14.939 4.133 17.849 0.009 0.023 -0.006
Si 17.634 6.794 17.758 -0.024 0.021 -0.029
Si 15.064 9.595 17.62 -0.02 0.035 0.005
Si 17.732 12.316 17.632 -0.036 0.023 -0.029
Si 4.063 14.966 17.649 0.015 -0.006 -0.02
Si 6.741 1.279 17.588 -0.035 -0.017 -0.004
Si 4.018 4.057 17.708 -0.012 0.02 0.039
Si 6.817 6.775 17.563 0.022 -0.01 -0.015
Si 4.073 9.501 17.75 0 -0.002 0.021
Si 6.81 12.207 17.666 0.027 0.01 0.004
Si 9.573 14.966 17.739 -0.004 -0.027 -0.019
Si 12.274 1.392 17.807 -0.035 -0.005 0.027
Si 9.494 4.048 17.619 0.01 -0.045 0.034
Si 12.251 6.785 17.556 0 0.009 0.005
Si 9.542 9.495 17.586 0.008 -0.005 -0.001
Si 12.239 12.264 17.658 0.01 0 -0.028
Si 16.241 0.101 19.146 -0.026 0.011 -0.018
Si 18.889 2.715 19.059 -0.014 0.003 -0.008
Si 16.298 5.516 19.262 0.016 -0.009 0.037
Si 18.99 8.133 19.118 -0.01 0.003 0.055
Si 16.428 10.985 19.004 0.007 -0.016 0.031
Si 19.058 13.646 19.047 -0.024 0.013 0.017
Si 5.395 -0.024 19.022 0.009 0.003 -0.005
Si 8.091 2.625 18.883 0.036 0.036 -0.007
Si 5.476 5.447 18.934 0.012 0.015 0.015
Si 8.2 8.099 18.902 0 0.004 -0.057
Si 5.477 10.87 19.078 -0.029 0.015 0.049
Si 8.199 13.537 19.02 0.022 0.003 -0.018
Si 10.972 -0.043 19.168 0.002 -0.021 -0.019
Si 13.53 2.837 19.259 -0.01 0.027 0.002
Si 10.886 5.439 18.912 -0.033 0.057 -0.021
Si 13.673 8.162 18.803 0.013 -0.018 0.029
Si 10.847 10.882 18.948 0.001 0.033 -0.054
Si 13.594 13.62 19.028 -0.029 0.014 -0.028
Si 14.85 1.435 20.628 -0.004 0.005 0.08
Si 17.624 4.049 20.623 0.004 0.069 0.05
Si 14.847 7.003 20.483 0 -0.001 0.055
Si 17.721 9.632 20.461 0.005 -0.031 -0.023
Si 14.997 12.31 20.34 -0.059 -0.026 -0.054
Si 17.706 15.06 20.388 0.027 -0.017 -0.028
Si 19.059 0.035 21.833 -0.042 0.027 0.026
Si 6.75 3.968 20.247 -0.053 -0.04 -0.064
Si 4.106 6.716 20.356 0 -0.06 -0.022
Si 6.902 9.404 20.294 0.076 0.001 -0.018
Si 4.1 12.271 20.42 -0.01 0.044 0.008
Si 6.795 14.882 20.305 0.03 0.017 -0.005
Si 9.534 1.439 20.294 -0.006 0.007 0.023
Si 12.125 4.319 20.563 -0.002 0.016 0.107
Si 8.383 5.015 21.537 0.04 0.036 0.074
Si 12.289 9.473 20.095 0.006 0.021 -0.045
Si 9.502 12.131 20.414 -0.055 0.004 -0.011
Si 12.314 14.828 20.581 0.033 -0.03 0.015
Si 13.584 -0.056 22.019 -0.02 -0.006 0.022
Si 16.249 2.716 22.096 0.345 -0.235 -0.403
Si 12.509 3.266 29.718 0.147 0.048 -0.018
Si 15.775 8.889 21.605 0.044 0.014 -0.006
Si 13.958 10.491 21.401 0.175 -0.158 -0.416
Si 16.353 13.693 21.674 0.012 0.006 0.052
Si 3.983 1.357 20.336 0.029 -0.023 -0.042
Si 4.992 3.053 21.576 0.058 -0.029 0.126
Si 19.636 4.844 21.627 -0.069 0.001 -0.023
Si 5.586 8.019 21.62 0.036 -0.056 -0.008
Si 4.771 9.782 23.064 0.032 -0.028 0.08
Si 5.557 13.523 21.792 0.006 -0.009 0.049
Si 8.115 0.052 21.51 0.092 -0.09 -0.692
Si 10.264 3.284 21.609 -0.033 0.007 -0.007
Si 9.493 6.708 20.267 0.05 -0.05 0.043
Si 11.187 7.885 21.42 0.003 -0.056 0.05
Si 8.305 10.585 21.767 -0.074 -0.006 -0.032
Si 11.05 13.181 21.821 0.022 0.036 0.157
Si 18.171 9.455 25.938 0.047 0.094 0.072
Si 17.634 1.29 23.345 0.26 0.227 -0.528
Si 13.006 6.273 21.785 0.045 0.002 -0.039
Si 13.483 6.527 24.132 0.187 0.39 -0.466
Si 13.902 8.527 25.405 -0.103 -0.405 -0.39
Si 17.63 12.271 22.963 0.323 -0.1 -0.573
Si 4.362 -1.149 23.061 -0.186 -0.51 -0.121
Si 20.22 5.442 23.773 -0.104 -0.142 -0.476
Si 16.233 9.695 23.746 -0.094 -0.406 -0.541
Si 8.83 7.413 24.846 0.152 0.087 0.047
Si 19.22 10.866 21.883 0.046 -0.051 -0.011
Si 6.55 11.655 23.026 0.076 -0.052 0.087
Si 8.923 11.091 27.252 0.051 0.178 -0.043
Si 15.446 -1.022 23.173 -0.204 -0.058 -0.657
Si 7.957 2.162 28.185 -0.507 -0.506 0.09
Si 9.907 14.483 23.354 0.405 -0.431 -0.461
Si 10.147 9.409 22.901 0.117 0.282 -0.437
Si 6.868 9.35 28.872 -0.132 0.1 0.014
Si 10.807 5.395 28.313 -0.084 0.052 0.013
Si 12.479 13.253 27.499 -0.039 -0.06 0.128
Si 12.108 1.057 0.821 -0.187 -0.193 0.037
Si 18.297 3.621 25.441 0.02 -0.156 -0.019
Si 10.654 12.974 33.147 -0.167 0.109 0.586
Si 8.038 1.542 25.179 -0.045 0.005 0.131
Si 9.63 13.86 28.13 -0.111 0.019 0.077
Si 18.294 2.385 30.988 -0.04 0.018 0.042
Si 11.79 10.741 26.162 0.063 0.086 -0.052
Si 17.301 7.087 29.726 0.085 -0.024 -0.071
Si 15.68 7.077 32.227 -0.085 0.086 -0.021
Si 17.961 10.939 33.536 -0.337 -0.21 0.573
Si 14.066 -0.972 25.82 0.367 0.383 0.384
Si 7.717 12.691 24.831 -0.323 -0.227 -0.472
Si 15.407 -0.297 27.607 -0.485 -0.076 -0.44
Si 11.699 11.269 23.191 -0.437 0.011 -0.52
Si 20.777 11.242 29.349 -0.12 -0.016 0.013
Si 6.747 6.268 22.821 0.035 -0.086 -0.567
Si 21.765 6.452 33.113 -0.073 -0.039 0.084
Si 18.382 -1.366 27.25 0.086 -0.162 0.046
Si 6.872 0.645 33.339 0.078 -0.126 0.017
Si 6.394 0.463 28.545 0.308 0.532 -0.074
Si 12.029 7.432 30.071 0.129 -0.085 0.061
Si 16.546 0.985 33.118 -0.237 0.309 0.483
Si 10.924 5.18 25.289 -0.105 -0.092 -0.088
Si 19.553 14.016 24.753 0.394 0.307 -0.402
Si 7.355 7.067 30.873 0.09 0.029 0.002
Si 15.374 4.059 24.778 -0.008 -0.116 0.021
Si 13.229 5.199 31.992 -0.053 0.024 -0.039
Si 7.374 -1.151 26.35 -0.034 -0.064 0.053
Si 7.653 5.227 28.516 0.107 -0.037 -0.137
Si 9.819 8.118 31.912 0.065 -0.033 0.204
Si 9.776 -1.376 31.078 -0.038 -0.03 -0.008
Si 14.898 2.855 27.623 0.023 -0.034 -0.063
Si 19.787 4.077 33.173 -0.097 0.053 0.098
Si 5.939 1.579 23.216 -0.516 0.508 -0.271
Si 14.103 9.427 30.762 0.387 0.357 -0.184
Si 4.778 11.008 0.618 -0.057 -0.304 0.556
Si 12.096 0.384 23.911 0.029 0.501 -0.56
Si 6.873 -1.171 30.991 -0.351 -0.384 -0.004
Si 6.621 7.393 26.724 0.022 0.041 -0.02
Si 21.304 13.895 30.852 0.531 0.258 -0.015
Si 8.941 10.608 33.151 -0.104 0.062 0.107
Si 17.543 4.206 28.443 0.05 0.091 -0.075
Si 20.592 8.233 24.84 0.148 0.511 -0.321
Si 19.261 12.124 26.842 0.055 0.039 0.113
Si 15.234 14.541 1.651 -0.062 -0.02 -0.069
Si 19.909 0.013 29.661 0.12 -0.038 0.004
Si 14.694 -1.559 32.738 0.026 0.036 0.083
Si 15.518 10.882 29.548 -0.402 -0.284 0.386
Si 10.712 2.41 23.734 0.332 -0.259 -0.45
Si 8.96 2.916 32.882 0.005 -0.121 0.054
Si 18.278 9.847 30.623 0.006 -0.096 -0.025
Si 15.769 8.666 27.687 0.058 0.064 -0.033
Si 14.949 1.385 9.522 -0.004 0.006 0.008
Si 17.677 4.112 9.512 -0.001 0.003 0.006
Si 14.967 6.795 9.525 -0.017 -0.013 0.002
Si 17.701 9.511 9.522 0.012 0 0.004
Si 14.956 12.244 9.557 0.001 0.01 -0.001
Si 17.704 14.967 9.533 0.005 0.009 -0.007
Si 4.091 1.356 9.527 -0.011 -0.007 -0.007
Si 6.796 4.076 9.54 -0.004 -0.011 -0.008
Si 4.069 6.819 9.508 0.005 0.008 0.009
Si 6.782 9.529 9.49 -0.014 -0.023 0.001
Si 4.103 12.228 9.511 -0.004 -0.009 0.002
Si 6.805 14.941 9.505 0.012 -0.001 0.004
Si 9.526 1.347 9.529 0.004 0.011 0.013
Si 12.237 4.076 9.533 -0.007 0.002 0.012
Si 9.517 6.812 9.513 0.017 0.017 -0.014
Si 12.219 9.518 9.534 0 0.006 -0.004
Si 9.488 12.239 9.497 0.004 0.006 -0.004
Si 12.215 14.978 9.528 0.002 0.003 0.008
Si 13.591 0.015 10.873 -0.015 0.003 -0.005
Si 16.315 2.745 10.871 -0.006 0.004 -0.002
Si 13.609 5.436 10.881 0.011 -0.008 0
Si 16.328 8.163 10.879 0.007 0.006 -0.006
Si 13.585 10.886 10.898 -0.003 0.014 0.006
Si 16.336 13.609 10.895 0.008 -0.02 0.005
Si 2.723 0.015 10.899 -0.008 0.01 0.016
Si 5.44 2.713 10.901 0.011 0 0.008
Si 2.716 5.459 10.876 -0.007 0.018 -0.001
Si 5.434 8.17 10.862 -0.009 0.017 0
Si 2.732 10.88 10.876 0.004 -0.011 0.007
Si 5.446 13.596 10.875 -0.001 0 0.001
Si 8.158 -0.017 10.875 0.006 -0.009 -0.002
Si 10.878 2.712 10.885 0.01 -0.022 0.004
Si 8.16 5.445 10.883 -0.004 -0.003 -0.002
Si 10.878 8.15 10.896 0.009 -0.022 0.009
Si 8.144 10.879 10.861 -0.005 0.005 -0.013
Si 10.859 13.598 10.864 -0.003 0.01 -0.005
Si 14.962 14.987 12.235 -0.002 0.02 -0.004
Si 17.666 1.385 12.236 -0.007 -0.005 -0.003
Si 14.961 4.086 12.248 -0.011 0.001 0.004
Si 17.68 6.807 12.241 -0.005 -0.008 0.005
Si 14.972 9.528 12.244 -0.001 -0.009 0
Si 17.693 12.24 12.245 0.006 0.003 0.003
Si 4.086 14.957 12.244 0.005 -0.015 0
Si 6.8 1.34 12.247 -0.002 0.003 -0.006
Si 4.06 4.085 12.243 -0.015 -0.007 -0.001
Si 6.781 6.8 12.229 0 0.012 -0.007
Si 4.085 9.521 12.233 0.011 -0.003 -0.001
Si 6.802 12.236 12.228 0.003 -0.005 0.001
Si 9.52 14.954 12.239 -0.002 -0.007 -0.001
Si 12.237 1.359 12.241 0.002 0.012 0.007
Si 9.517 4.071 12.245 0.015 0.001 0.001
Si 12.253 6.791 12.245 0.007 -0.001 0.003
Si 9.512 9.529 12.231 -0.006 0.007 0.002
Si 12.231 12.266 12.242 -0.008 0 0.002
Si 16.306 0.037 13.606 0.011 0.021 -0.006
Si 2.685 2.738 13.614 -0.012 0 -0.002
Si 16.323 5.45 13.6 0.004 -0.001 0.007
Si 2.727 8.162 13.591 0.012 0.025 -0.002
Si 16.332 10.891 13.616 -0.005 0.004 0
Si 2.723 13.602 13.61 -0.01 -0.005 0.013
Si 5.436 -0.008 13.619 0.007 -0.009 0.012
Si 8.158 2.699 13.607 0.002 -0.008 0.004
Si 5.418 5.443 13.604 0 0.002 -0.002
Si 8.145 8.16 13.575 -0.007 -0.007 -0.003
Si 5.44 10.885 13.583 -0.004 -0.002 -0.007
Si 8.163 13.586 13.585 -0.013 -0.008 -0.004
Si 10.884 -0.005 13.597 0.003 -0.008 -0.011
Si 13.596 2.715 13.591 -0.005 -0.018 -0.006
Si 10.904 5.413 13.599 0.001 0.009 0.002
Si 13.621 8.157 13.599 -0.007 -0.006 -0.01
Si 10.881 10.894 13.592 0.006 0.015 0
Si 13.601 13.636 13.6 0.01 0.01 -0.004
O 14.022 5.088 0.496 0.041 -0.205 0.186
O 1.219 6.153 1.831 0.18 0.023 0.279
O 2.729 8.211 1.3 0.129 0.192 -0.451
O 10.779 14.237 32.132 0.623 0.398 -0.201
O 12.676 4.854 33.493 -0.629 -0.006 -0.139
O 8.17 5.304 0.703 0.149 0.044 -0.481
O 15.274 3.357 23.305 -0.621 0.214 0.099
O 14.571 11.154 33.333 0.316 -0.354 -0.285
O 12.623 1.761 2.161 0.008 -0.133 0.252
O 8.082 10.027 28.089 0.174 -0.151 -0.122
O 10.737 7.94 33.247 0.221 -0.448 -0.155
O 8.844 -0.863 22.63 -0.2 0.17 0.351
O 5.835 10.428 29.452 0.288 -0.009 0.216
O 15.354 10.196 28.068 -0.112 0.311 -0.493
O 16.939 4.411 25.029 0.029 0.369 -0.213
O 15.965 3.944 28.178 -0.187 0.354 -0.023
O 17.977 9.934 32.224 -0.237 -0.476 0.067
O 7.449 10.718 33.751 -0.401 0.12 -0.503
O 11.742 1.883 30.098 0.52 -0.577 -0.045
O 11.079 3.726 24.622 0.279 0.077 -0.101
O 6.183 -0.453 27.204 -0.392 0.075 -0.149
O 13.345 14.043 26.42 0.123 -0.194 -0.199
O 11.202 4.932 26.84 0.313 -0.269 0.101
O 15.583 13.54 33.337 0.367 0.152 -0.238
O 8.727 6.934 31.74 0.129 -0.414 0.233
O 21.267 0.776 29.198 -0.061 0.54 -0.048
O 16.898 -0.78 27.227 0.087 0.259 -0.361
O 15.997 7.729 28.991 -0.681 -0.323 0.145
O 16.999 1.948 31.879 -0.223 0.158 -0.301
O 13.247 10.808 22.869 0.175 -0.093 0.483
O 12.374 6.333 31.219 -0.136 -0.09 0.052
O 0.286 8.063 0.326 0.105 0.112 0.388
O 19.792 6.964 24.18 -0.517 0.211 -0.303
O 19.625 4.384 24.878 0.263 -0.105 0.077
O 14.7 5.797 32.254 0.343 -0.23 0.198
O 18.986 1.034 30.469 -0.144 -0.264 0.14
O 18.53 4.878 33.807 -0.521 0.159 -0.393
O 14.5 9.581 0.001 -0.119 0.36 -0.465
O 19.662 8.852 26.015 0.29 -0.153 0.68
O 9.77 8.623 24.324 0.088 0.082 0.492
O 8.986 9.497 32.011 -0.279 0.016 -0.237
O 12.607 11.662 27.218 0.162 -0.441 0.326
O 6.307 -0.007 31.986 -0.356 0.087 -0.241
O 16.247 7.387 33.699 0.226 0.168 -0.135
O 8.146 11.552 25.904 -0.043 -0.361 -0.236
O 6.787 5.885 27.308 -0.226 -0.501 -0.282
O 11.01 -0.854 24.063 -0.152 -0.011 0.485
O 6.073 8.381 27.863 -0.426 -0.05 0.181
O 15.032 -1.163 28.952 0.143 0.161 0.261
O 7.625 2.02 32.992 -0.165 0.433 -0.342
O 19.191 -0.519 28.335 -0.105 0.275 -0.244
O 16.852 6.629 31.207 0.195 -0.219 0.113
O 18.999 12.176 33.292 -0.153 0.023 -0.125
O 20.178 12.798 25.669 0.677 -0.267 -0.049
O 12.563 9.361 25.817 -0.174 -0.371 -0.121
O 17.861 0.182 33.65 0.481 0.278 -0.229
O 11.627 11.606 24.79 -0.2 0.607 0.013
O 12.099 12.206 33.172 0.237 0.367 0.067
O 5.558 7.529 25.53 0.126 -0.439 -0.209
O 14.623 7.998 26.773 -0.078 -0.314 0.365
O 8.365 2.194 26.613 0.403 0.19 -0.033
O 14.176 14.293 31.274 -0.108 0.015 -0.012
O 18.45 13.347 27.562 -0.516 -0.325 0.311
O 3.598 12.15 0.545 -0.181 0.14 0.429
O 17.941 3.288 29.705 0.005 -0.053 -0.041
O 18.34 8.328 30.005 0.444 -0.056 -0.117
O 19.029 -1.152 25.778 0.11 0.511 -0.111
O 13.478 -1.23 33.771 -0.204 -0.318 -0.132
O 6.181 11.759 0.303 0.45 -0.122 0.45
O 9.081 13.483 24.35 0.101 0.016 0.086
O 7.472 8.425 30.03 0.46 0.175 -0.015
O 13.065 0.195 25.237 0.124 0.489 0.49
O 13.254 8.439 29.774 -0.084 -0.026 -0.795
O 7.927 -0.066 25.295 0.078 -0.184 -0.552
O 9.525 5.957 25.046 -0.186 -0.241 -0.236
O 8.271 -1.779 31.531 0.041 -0.485 0.28
O 17.094 10.695 29.919 0.093 0.542 -0.066
O 11.015 -0.015 1.369 -0.052 -0.007 -0.443
O 12.947 13.572 29.015 -0.571 0.101 0.212
O 20.924 5.132 32.725 0.243 -0.304 -0.616
O 14.98 9.546 24.75 -0.127 0.411 0.242
O 7.151 1.14 22.234 0.086 0.443 -0.298
O 6.06 7.14 31.81 -0.376 0.173 -0.386
O 10.747 8.237 30.612 -0.062 0.188 -0.47
O 13.524 3.069 28.466 -0.324 0.009 0.069
O 10.01 14.433 29.574 0.221 -0.054 -0.046
O 18.212 11.048 26.233 -0.523 0.111 -0.24
O 18.175 2.129 24.706 0.016 -0.337 0.127
O 3.692 4.413 0.142 0.07 0.085 0.064
O 7.143 5.788 29.93 -0.271 -0.258 0.074
O 21.095 12.772 29.725 0.091 0.156 -0.232
O 18.255 13.303 24.062 -0.216 0.035 0.123
O 9.216 5.612 28.379 0.166 0.457 0.165
O 9.595 2.806 31.407 0.011 0.509 -0.134
O 8.591 -1.522 27.343 0.247 0.141 0.031
O 15.228 12.488 29.593 0.372 0.106 -0.106
O 18.34 3.699 27.086 0.391 -0.257 0.063
O 5.566 5.414 23.634 0.033 -0.494 0.344
O 19.325 3.225 31.898 0.362 -0.142 -0.353
O 5.469 2.666 0.854 -0.054 0.088 -0.47
O 15.628 2.969 0.528 -0.096 -0.499 -0.139
O 10.976 13.769 27.262 0.053 0.233 -0.469
O 14.882 14.687 24.57 0.279 -0.458 0.22
O 20.206 11.293 27.845 0.036 -0.488 -0.336
O 9.051 12.36 28.251 -0.34 -0.226 0.282
O 12.011 6.186 24.705 -0.043 0.34 -0.193
O 11.614 6.741 28.677 0.07 0.189 -0.538
O 14.782 3.145 26.007 -0.39 -0.366 -0.063
O 9.505 11.986 32.535 -0.228 0.371 -0.4
O 14.941 8.441 31.759 0.19 0.187 0.296
O 21.165 13.189 32.293 0.54 -0.106 0.011
O 1.515 1.559 0.184 0.205 -0.186 -0.383
O 7.236 -0.455 29.586 0.662 -0.345 -0.149
O 8.54 4.441 33.203 -0.004 0.229 -0.31
O 15.536 -0.177 32.584 -0.057 0.151 -0.386
O 10.343 10.449 26.823 -0.031 -0.37 0.029
O 9.295 1.769 29.025 0.115 -0.16 -0.24
O 11.29 4.247 29.321 -0.389 -0.167 0.363
O 15.383 1.319 27.877 -0.015 0.054 0.355
O 7.435 3.639 28.555 -0.566 0.152 0.36
O 17.597 9.149 24.452 0.234 -0.155 -0.513
O 6.647 2.138 24.58 -0.168 0.258 0.422
O 16.537 0.11 23.716 -0.082 0.001 0.455
O 9.258 1.859 24.197 -0.156 0.03 -0.264
O 6.834 13.852 25.585 -0.492 0.125 0.2
O 14.568 5.447 24.703 0.214 0.104 -0.008
O 20.194 -1.258 30.621 -0.384 0.077 0.082
O 12.952 10.259 31.572 -0.391 0.22 -0.309
O 8.097 7.853 26.218 0.237 0.483 0.227
O 13.315 0.313 0.068 0.193 0.454 -0.069
O 9.981 0.225 31.108 0.276 0.023 0.273
O 19.692 10.565 30.331 0.205 -0.06 0.413
O 13.26 3.887 31.026 0.303 -0.44 0.108
O 5.174 0.188 23.63 0.005 -0.056 0.394
O 17.803 5.783 28.862 0.436 0.056 -0.306
O 7.657 7.21 23.773 0.007 0.261 -0.185
O 17.223 8.695 26.983 0.13 -0.446 -0.097
O 16.464 11.302 23.59 -0.293 0.16 0.099

Results
total energy: -99019.050 eV
total energy less fixed offsets of O -438.35, Si -107.03 eV per atom: 4.050 eV
